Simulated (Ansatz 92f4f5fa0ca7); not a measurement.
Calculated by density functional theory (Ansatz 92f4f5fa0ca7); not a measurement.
Periodic cell of 189 atoms, Si117O72, from a study of silicon, its oxide and their interface. The atomic structure is a simulated model.

Settings
functional: r2SCAN
potential files: Ansatz norm-conserving
basis: plane waves
wave-function cutoff: 1300 eV
density cutoff ratio: 4
exchange-correlation grid ratio: 1
k mesh: 2 x 2 x 1, shifted by 0.5 0.5 0.5 of a step
self-consistency stop: 5e-08 eV per atom in the density residual
occupations: Fermi-Dirac, 0.05 eV
spin: none
net charge: 0

Cell vectors (angstrom)
a, 11.5403, 0, 0
b, 0, 11.5403, 0
c, -0.2261, -4.6979, 27.8112

Atoms: element, x, y, z (angstrom)
Si, 3.3318, -2.9968, 0.6121
Si, 3.3085, 0.0106, 1.2445
Si, 3.5575, 3.011, 0.6299
Si, 6.9627, 8.6013, 0.8309
Si, 7.1367, 0.0433, 1.3836
Si, 7.1568, 3.0226, 0.939
Si, 10.6487, -3.1097, 0.2454
Si, 10.9459, -0.0658, 1.0984
Si, 11.1182, 3.0668, 0.6709
Si, 5.1083, 7.9106, 2.1256
Si, 5.1844, 0.0088, 2.5951
Si, 5.2529, 3.6318, 2.2022
Si, 8.9898, 7.8643, 1.8782
Si, 9.1173, -0.0048, 2.5256
Si, 9.1707, 3.6809, 1.9699
Si, 12.7629, 7.8205, 1.5995
Si, 12.8612, -0.0577, 2.4172
Si, 13.057, 3.6647, 1.8881
Si, 5.1681, -1.977, 3.7365
Si, 5.2102, 1.9573, 3.7841
Si, 5.2044, 5.7817, 3.2896
Si, 9.0544, -2.0359, 3.5899
Si, 9.1236, 2.0077, 3.6422
Si, 9.0527, 5.7778, 3.1697
Si, 12.8535, -2.1075, 3.4637
Si, 12.9459, 1.9662, 3.5666
Si, 12.9318, 5.7947, 3.0632
Si, 3.1806, -2.0348, 4.9344
Si, 3.246, 1.9492, 5.0097
Si, 3.2435, 5.7756, 4.6172
Si, 7.1503, -2.0059, 4.9814
Si, 7.1928, 1.9684, 5.005
Si, 7.1551, 5.7675, 4.654
Si, 10.9933, -2.0364, 4.9012
Si, 11.0473, 1.9826, 4.9589
Si, 11.0138, 5.7689, 4.5622
Si, 3.2483, 7.5337, 6.1944
Si, 3.2352, -0.0569, 6.2032
Si, 3.2561, 3.9758, 6.1834
Si, 7.1423, 7.5464, 6.221
Si, 7.1558, -0.0251, 6.2384
Si, 7.1478, 3.9735, 6.2174
Si, 10.9967, 7.5334, 6.1755
Si, 11.0069, -0.0387, 6.1798
Si, 11.0099, 3.9948, 6.1747
Si, 5.184, 7.5379, 7.5701
Si, 5.1803, -0.0684, 7.5116
Si, 5.1834, 3.9732, 7.5667
Si, 9.0831, 7.5471, 7.5749
Si, 9.0969, 0.0079, 7.537
Si, 9.0864, 3.9775, 7.5745
Si, 12.8938, 7.5301, 7.5916
Si, 12.8896, -0.0468, 7.5581
Si, 12.9064, 3.9797, 7.5875
Si, 5.1543, -2.0284, 8.8389
Si, 5.1768, 1.9295, 8.7308
Si, 5.1803, 5.7662, 9.1509
Si, 9.0639, -1.9723, 8.7724
Si, 9.1022, 1.9897, 8.8281
Si, 9.0774, 5.7566, 9.148
Si, 12.9671, -2.0201, 8.8236
Si, 12.8594, 1.9538, 8.7741
Si, 12.9025, 5.7573, 9.1708
Si, 3.2795, -2.1272, 10.2949
Si, 3.2496, 1.8254, 10.0523
Si, 3.2698, 5.7572, 10.6266
Si, 7.1219, -1.9835, 10.0999
Si, 7.1013, 1.9922, 10.0592
Si, 7.1299, 5.7883, 10.5438
Si, 11.0129, -1.9188, 10.0535
Si, 11.0172, 2.0592, 10.2221
Si, 10.9894, 5.7361, 10.5997
Si, 3.2804, 7.7685, 12.1406
Si, 3.2705, -0.0985, 11.381
Si, 3.24, 3.5337, 11.5854
Si, 7.1254, 7.9054, 11.7538
Si, 7.0862, 0.02, 11.2325
Si, 7.1116, 3.6704, 11.6936
Si, 11.0156, 7.93, 11.6047
Si, 11.0293, 0.0316, 11.2911
Si, 11.0316, 3.7037, 12.0066
Si, 5.3892, 8.5228, 13.2705
Si, 5.2251, 0.0384, 12.6287
Si, 5.1249, 3.1178, 12.8951
Si, 9.1327, 8.5815, 12.8577
Si, 9.0415, 0.0402, 12.4569
Si, 8.95, 3.0309, 13.0584
Si, 1.1262, 8.3834, 13.237
Si, 1.3414, -0.0833, 12.6999
Si, 1.5655, 2.9765, 13.1916
Si, 3.5863, 4.1248, 15.2584
Si, 6.6511, 7.2185, 15.9737
Si, 5.5173, 1.5046, 19.8983
Si, 8.8465, 4.8652, 15.4971
Si, -0.6573, -2.8869, 19.7086
Si, 14.0007, -3.4152, 19.3323
Si, 8.5606, -5.9399, 23.966
Si, 9.199, -4.2728, 21.8535
Si, 15.2546, -3.2623, 22.0779
Si, 7.8844, -6.7885, 18.0929
Si, 7.5647, 1.347, 21.875
Si, 10.277, -3.7609, 24.4308
Si, 6.3855, 1.2844, 24.5685
Si, 10.2409, 0.7904, 23.281
Si, 14.9107, -0.8451, 20.4081
Si, 5.1186, 3.4847, 17.6398
Si, 15.5967, -5.4392, 17.4153
Si, 6.4816, -4.8841, 22.2567
Si, 12.8646, -2.7422, 23.7706
Si, 5.0398, 2.6252, 26.583
Si, 8.9411, 7.6683, 17.6152
Si, 11.1128, -1.2832, 25.5389
Si, 6.8084, 3.8601, 20.9028
Si, 9.109, 2.7689, 25.1608
Si, 12.0686, -0.7226, 21.4365
Si, 5.3231, -0.3186, 26.6812
Si, -0.9881, 7.0967, 15.1064
O, 3.3245, -1.3506, 0.2974
O, 9.8648, 3.0516, 26.6015
O, 3.3745, 1.3816, 0.3094
O, 5.3003, 2.4445, 24.9805
O, 7.8164, 2.9689, 21.8355
O, 6.6863, -0.9311, 27.3081
O, 7.1501, 1.4181, 0.4435
O, 12.6296, -1.7054, 25.0277
O, 6.3833, 3.3726, 27.1191
O, 8.4482, -7.4091, 24.5752
O, 3.838, 8.0136, -0.8924
O, 11.4542, 0.5635, 22.2204
O, 5.0996, -4.0606, 22.3532
O, 4.185, 3.524, -0.8382
O, 15.8473, -6.7862, 18.3498
O, 5.8751, 7.8471, 14.6976
O, 2.881, -3.9451, 20.8341
O, 4.7589, 4.1949, 14.1177
O, 5.3052, 10.1841, 13.5755
O, 9.0541, 4.3024, 17.0332
O, 4.1961, 3.0755, 16.3587
O, 9.3721, 7.8737, 14.3118
O, 9.0444, 10.1863, 13.3616
O, 7.6753, 8.2591, 16.7482
O, 9.025, 1.3966, 13.4233
O, 10.2427, 5.5006, 14.8965
O, 9.636, 8.7239, 18.6439
O, 1.4108, 1.3413, 13.5875
O, 5.1992, 1.5109, 13.4654
O, 0.4911, 7.574, 14.5865
O, 1.2259, 10.0365, 13.6103
O, 2.1618, 3.6833, 14.5905
O, 6.9555, 0.8636, 20.4185
O, 11.8609, -4.0109, 24.0529
O, 9.2858, -5.8038, 22.4762
O, 14.6623, -1.9132, 19.1777
O, 8.2555, -5.1972, 18.3399
O, 5.7614, -0.1206, 25.1237
O, -1.302, 7.3249, 16.6822
O, 9.5146, -5.0846, 24.9822
O, 14.9231, -5.9764, 16.0135
O, 10.4249, -0.2583, 24.4994
O, 6.2437, 5.244, 21.4939
O, 12.3881, -1.9521, 22.4387
O, 7.6099, 5.9627, 15.4869
O, -0.4943, -1.3853, 20.3409
O, 11.0845, -0.7579, 27.0675
O, 12.364, -3.3673, 19.1737
O, 8.5147, 3.6369, 14.5206
O, 7.0758, -5.2581, 23.7486
O, 6.4009, 1.0828, 22.9714
O, 10.3412, -4.0413, 20.7403
O, 7.1116, 10.2269, 0.4321
O, 7.7313, -7.4262, 19.5746
O, 11.0392, 1.4195, 0.3333
O, 7.8768, 1.6656, 25.1863
O, 9.5139, -3.2447, 23.0797
O, 8.8965, 0.5751, 22.3676
O, 10.1889, 2.2374, 24.037
O, 10.1666, -2.6047, 25.5386
O, 5.4007, 2.054, 18.3683
O, 13.4585, -0.2098, 20.779
O, 7.6318, -4.0457, 21.4208
O, 14.622, -4.4051, 18.1974
O, 5.0195, 1.1575, 27.3067
O, 5.479, 6.8085, 17.0437
O, 5.4551, 2.9416, 20.7083
O, 10.793, -1.4321, 0.1104
O, 15.8922, 0.4004, 20.0787
O, 15.5465, -1.7084, 21.6493
O, 6.552, -7.3463, 17.3071
O, 14.3722, -3.2777, 23.4687

Results
free energy: -47206.047 eV
free energy less fixed offsets of O -463.61, Si -117.95 eV per atom: -25.977 eV
pressure: -2.17 GPa
stress xx, yy, zz, yz, xz, xy (GPa, positive in tension): 2.18, 3.05, 1.26, 0.08, -0.05, 0.26

Forces (eV/angstrom), in the order of the atoms: element, x, y, z
Si, 0.2595, 0.3782, -0.6037
Si, -0.0959, -0.0197, -0.913
Si, 0.2825, -0.3483, -0.4237
Si, 0.0091, 0.3702, -0.8585
Si, 0.0208, 0.0387, -1.2658
Si, -0.0339, -0.296, -0.8659
Si, -0.3325, 0.2556, -0.1708
Si, -0.0403, 0.0605, -0.7262
Si, 0.0923, -0.1394, -0.2354
Si, -0.0241, 0.0172, -0.1418
Si, -0.0291, -0.0159, -0.1501
Si, 0.0006, -0.0382, -0.2195
Si, -0.2402, 0.038, -0.1093
Si, 0.0129, 0.0291, -0.1874
Si, -0.0506, -0.1544, -0.1673
Si, 0.2207, 0.1489, -0.1467
Si, 0.0894, 0.0484, -0.1684
Si, 0.0716, -0.1945, -0.2499
Si, -0.018, -0.1633, 0.3874
Si, -0.0389, 0.1906, 0.3498
Si, 0.0046, 0.0223, -0.143
Si, 0.0448, -0.2097, 0.2982
Si, 0.0688, 0.1172, 0.3161
Si, 0.096, 0.0513, -0.0695
Si, -0.0417, -0.1495, 0.0278
Si, -0.0166, 0.1372, 0.0868
Si, -0.1399, -0.0637, -0.1437
Si, 0.0301, -0.1082, -0.0377
Si, 0.0544, 0.038, -0.0333
Si, 0.02, -0.0078, -0.0859
Si, 0.0453, -0.0889, -0.0721
Si, -0.0665, 0.0883, -0.0345
Si, -0.0151, 0.0027, -0.0588
Si, -0.0744, -0.1094, 0.0055
Si, 0.009, 0.1772, -0.0042
Si, -0.0011, 0.037, -0.0708
Si, 0.04, 0.0259, 0.0844
Si, -0.0914, 0.1048, 0.0684
Si, -0.067, 0.0151, 0.0433
Si, 0.0138, 0.0224, 0.0864
Si, 0.0691, -0.0255, 0.0589
Si, 0.0141, -0.0334, 0.1003
Si, 0.02, 0.0679, -0.0257
Si, 0.0286, -0.1163, -0.1053
Si, -0.0288, -0.0651, -0.0018
Si, -0.0048, 0.0566, -0.0602
Si, -0.0089, -0.0553, -0.0118
Si, -0.017, -0.0423, -0.0654
Si, -0.0001, 0.0206, -0.02
Si, -0.0436, 0.0073, -0.0133
Si, -0.0108, 0.0022, -0.0513
Si, -0.0226, 0.0154, -0.0276
Si, 0.0493, 0.0147, -0.0489
Si, 0.0618, -0.0079, 0.0068
Si, 0.073, -0.1135, 0.0492
Si, -0.0133, 0.0879, 0.0111
Si, 0.0044, -0.0188, 0.072
Si, 0.0279, -0.1, 0.0503
Si, -0.0107, 0.0875, 0.0358
Si, -0.008, 0.0076, 0.0604
Si, -0.0631, -0.0547, 0.0368
Si, -0.0164, 0.0744, 0.034
Si, 0.0126, 0.006, 0.0886
Si, 0.0221, -0.2179, 0.0044
Si, -0.007, 0.0593, -0.2077
Si, 0.013, -0.0497, 0.1708
Si, -0.0256, -0.141, -0.3339
Si, -0.05, 0.1412, -0.3391
Si, -0.011, 0.0221, 0.0068
Si, 0.0357, -0.0762, -0.2867
Si, 0.0383, 0.2658, -0.1108
Si, 0.0032, 0.0569, 0.1345
Si, -0.001, 0.2164, 0.0298
Si, -0.0709, 0.1956, 0.1836
Si, 0.0015, 0.0033, 0.1349
Si, 0.215, 0.0639, 0.1459
Si, 0.0337, 0.0498, 0.2854
Si, -0.096, -0.0941, 0.2284
Si, -0.0882, -0.0468, 0.1904
Si, 0.0002, -0.1693, 0.227
Si, 0.0154, -0.2128, 0.2199
Si, 0.1537, 0.2848, 0.4175
Si, 0.03, 0.089, 0.8967
Si, -0.0281, -0.1966, 0.5111
Si, -0.125, 0.2905, 0.8196
Si, 0.0067, -0.0054, 1.0415
Si, -0.108, -0.4164, 0.5304
Si, -0.2565, 0.3188, 0.3854
Si, -0.0467, -0.0203, 0.6841
Si, 0.2119, -0.1868, 0.4699
Si, 0.0005, -0.0241, 0.1432
Si, 0.0753, 0.0325, 0.2581
Si, 0.0633, 0.1758, -0.0629
Si, 0.0707, -0.1476, 0.1599
Si, -0.1482, -0.1066, -0.0054
Si, -0.0336, -0.1884, -0.1101
Si, -0.0242, 0.1, 0.0226
Si, 0.1149, 0.0374, -0.2588
Si, 0.0244, -0.0828, 0.167
Si, 0.0439, 0.0561, 0.1155
Si, -0.0301, -0.0452, -0.0624
Si, -0.0638, -0.2007, 0.0223
Si, -0.1074, -0.0915, -0.3336
Si, -0.103, 0.0592, -0.1506
Si, 0.1107, 0.1389, 0.0142
Si, -0.0213, -0.0061, 0.1025
Si, -0.0192, -0.1238, 0.304
Si, -0.003, -0.0794, 0.0256
Si, 0.0751, -0.2483, -0.1383
Si, 0.1782, -0.0764, -0.2853
Si, -0.152, 0.065, 0.1564
Si, -0.1481, -0.1659, -0.3257
Si, 0.0651, 0.1764, 0.0079
Si, -0.1507, 0.0733, -0.3328
Si, -0.0371, 0.0542, 0.0007
Si, 0.0909, 0.0407, -0.2901
Si, -0.1852, -0.0159, 0.0564
O, -0.0227, -0.4415, 0.6621
O, 0.3111, 0.3848, 0.4865
O, -0.0125, 0.3529, 0.6178
O, 0.171, -0.207, 0.4947
O, -0.2714, -0.1747, -0.0809
O, -0.2643, 0.0956, 0.4503
O, -0.0266, 0.2668, 0.9863
O, -0.3504, -0.0161, 0.034
O, -0.2114, -0.1488, 0.4022
O, 0.1747, -0.1923, 0.1514
O, 0.0402, -0.0645, 0.555
O, -0.1125, -0.256, 0.0912
O, -0.0669, 0.0796, -0.0963
O, -0.0016, 0.0895, 0.4222
O, 0.1818, -0.0298, -0.4378
O, -0.125, 0.2303, -0.3108
O, 0.0625, 0.3066, -0.0348
O, 0.1006, -0.4017, -0.1544
O, -0.0473, -0.3501, -0.6351
O, -0.2439, 0.3332, -0.3186
O, -0.0378, 0.4156, -0.1312
O, 0.1629, -0.049, -0.2112
O, -0.0088, -0.406, -0.8912
O, 0.0492, -0.35, -0.1198
O, -0.0096, 0.3392, -0.8022
O, -0.1341, 0.2023, 0.1384
O, 0.1337, -0.2008, 0.0388
O, -0.0296, 0.3289, -0.5897
O, 0.0071, 0.2466, -0.7423
O, 0.1122, 0.2354, -0.3849
O, 0.0851, -0.3022, -0.5862
O, -0.0984, -0.242, -0.381
O, -0.2216, 0.2622, 0.1536
O, -0.2042, 0.4449, 0.0836
O, -0.245, 0.272, 0.2659
O, -0.1053, -0.0549, 0.334
O, 0.1188, -0.0006, -0.2081
O, -0.1218, 0.2591, 0.4403
O, -0.044, -0.057, -0.2851
O, 0.0259, 0.1619, -0.3343
O, 0.1672, -0.134, -0.0166
O, 0.1443, -0.0611, 0.0421
O, 0.2124, -0.0193, 0.018
O, 0.0467, 0.0342, 0.0891
O, 0.0611, -0.0557, 0.1074
O, 0.1942, -0.1353, 0.1197
O, -0.0892, -0.4098, 0.2975
O, 0.0391, 0.1738, 0.1735
O, 0.1943, 0.0759, -0.2977
O, 0.2997, -0.0609, -0.2793
O, 0.2558, 0.1148, 0.1971
O, -0.0909, 0.2678, 0.0099
O, -0.0336, -0.4602, 0.8837
O, -0.2036, 0.0734, -0.1108
O, -0.042, 0.4306, 0.2455
O, -0.0559, 0.0691, -0.0772
O, 0.104, -0.2754, 0.1562
O, 0.1094, 0.1923, 0.163
O, -0.2217, -0.1479, 0.1665
O, 0.2933, 0.0819, -0.2045
O, -0.015, 0.1967, 0.1406
O, 0.0248, -0.2719, 0.0403
O, 0.1298, -0.2459, 0.2965
O, 0.0191, 0.0463, 0.0656
O, 0.0493, 0.0245, -0.1832
O, 0.0482, -0.0213, -0.2575
O, 0.2884, -0.2385, -0.1527
O, 0.1022, -0.302, 0.357
O, 0.0079, -0.0807, 0.0438
O, -0.2664, -0.1302, -0.1886
O, -0.0839, -0.0425, 0.1366
O, -0.148, 0.1934, -0.2673
